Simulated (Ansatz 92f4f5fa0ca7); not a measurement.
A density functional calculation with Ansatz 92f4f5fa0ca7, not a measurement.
Periodic cell of 226 atoms, Si133O92B1, from a study of silicon, its oxide and their interface. The atomic structure is a simulated model.
Doubt: the cutoff is far below the 930 eV that the study's wrapper takes by default for these files, so forces and energies are approximate.
This geometry differs little from another in the collection (a relaxation step or a small displacement).

Settings
functional: PBE
potential files: Ansatz PAW
basis: plane waves
wave-function cutoff: 580 eV
density cutoff ratio: 5
exchange-correlation grid ratio: 1
k mesh: 1 x 1 x 1, Gamma-centred
self-consistency stop: 5e-08 eV per atom in the density residual
occupations: fixed
spin: none
net charge: -1 e, with a uniform compensating background and no finite-size correction

Cell vectors (angstrom)
a, 10.938, 0, 0
b, 0, 10.938, 0
c, 0, 0, 31.9494

Atoms: element, x, y, z (angstrom)
Si, 10.6264, 0.0024, 24.464
Si, 5.0491, 0.1189, 24.7128
Si, 2.8127, 2.2658, 24.5757
Si, 8.5658, 2.4263, 24.5833
Si, 10.7147, 5.6092, 24.3931
Si, 5.1496, 5.6224, 24.4732
Si, 2.9818, 7.9542, 24.4531
Si, 8.4399, 7.8417, 24.4771
Si, 1.31, 1.0794, 25.9051
Si, 6.8097, 1.3179, 25.7571
Si, 3.9729, 4.0096, 25.7412
Si, 9.6887, 4.015, 25.8671
Si, 1.3185, 6.8523, 25.7479
Si, 6.7978, 6.7315, 25.7707
Si, 3.948, 9.4822, 26.018
Si, 9.5386, 9.4282, 25.8779
Si, 2.4829, -0.2929, 27.44
Si, 8.1472, -0.0704, 27.1566
Si, 0.0768, 2.64, 27.2211
Si, 5.4216, 2.6946, 27.1194
Si, 2.6621, 5.4251, 27.1203
Si, 8.2066, 5.3862, 27.1418
Si, 0.1411, 8.2946, 27.3039
Si, 5.4939, 8.1448, 27.193
Si, 4.0258, 1.2656, 28.4833
Si, 9.5957, 1.2579, 28.5258
Si, 1.3848, 4.062, 28.5655
Si, 6.8025, 4.0556, 28.5154
Si, 4.0238, 6.8306, 28.5094
Si, 9.5999, 6.8207, 28.4795
B, 1.318, 9.5034, 28.6339
Si, 6.8197, 9.5349, 28.564
Si, 0.1177, -0.202, 29.7615
Si, 5.4363, -0.0165, 29.8911
Si, 2.7688, 2.6969, 29.8934
Si, 8.2043, 2.6772, 29.858
Si, -0.019, 5.4415, 29.8886
Si, 5.4324, 5.4657, 29.8702
Si, 2.5575, 8.3008, 29.7465
Si, 8.2268, 8.1696, 29.8774
Si, 1.3492, 1.315, 31.1821
Si, 6.8217, 1.3623, 31.2411
Si, 4.1131, 4.0829, 31.2574
Si, 9.5435, 4.0746, 31.2357
Si, 1.3657, 6.8536, 31.2083
Si, 6.8228, 6.8383, 31.2274
Si, 4.0314, 9.5393, 31.1945
Si, 9.6006, 9.555, 31.2218
Si, 2.7419, 0.0193, 0.6436
Si, 8.2258, 0.0079, 0.6202
Si, 0.0139, 2.721, 0.625
Si, 5.4876, 2.7472, 0.6881
Si, 2.7348, 5.4851, 0.6272
Si, 8.2036, 5.4885, 0.6482
Si, 0.0118, 8.2048, 0.6746
Si, 5.4516, 8.2275, 0.633
Si, 4.1012, 1.3842, 2.0396
Si, 9.6012, 1.3597, 2.0029
Si, 1.3557, 4.1415, 2.0007
Si, 6.8424, 4.156, 2.0304
Si, 4.0937, 6.8556, 2.0038
Si, 9.5782, 6.8461, 2.0404
Si, 1.3733, 9.6182, 2.0257
Si, 6.8346, 9.6263, 1.9917
Si, 0.0292, 0.041, 3.4381
Si, 5.4932, 0.0438, 3.4158
Si, 2.7187, 2.7826, 3.3682
Si, 8.2617, 2.7831, 3.3176
Si, 0.0283, 5.5117, 3.4356
Si, 5.4709, 5.5363, 3.4003
Si, 2.7425, 8.247, 3.3665
Si, 8.232, 8.2888, 3.3499
Si, 1.3782, 1.4643, 4.8119
Si, 6.9139, 1.4802, 4.6987
Si, 4.0615, 4.1611, 4.7296
Si, 9.6039, 4.085, 4.7545
Si, 1.3705, 6.9746, 4.8061
Si, 6.838, 6.9969, 4.704
Si, 4.1027, 9.5792, 4.7593
Si, 9.6172, 9.5849, 4.8057
Si, 2.7652, 0.0468, 6.1075
Si, 8.2978, 0.1273, 6.0676
Si, 0.023, 2.8072, 6.2798
Si, 5.5189, 2.8462, 6.0409
Si, 2.7565, 5.6001, 6.1139
Si, 8.2584, 5.6072, 5.9297
Si, 0.0505, 8.3121, 6.3354
Si, 5.5034, 8.3112, 6.2004
Si, 4.4301, 1.1925, 7.2996
Si, 9.8182, 1.159, 7.5915
Si, 1.1808, 4.5132, 7.4791
Si, 6.6456, 4.5524, 7.2191
Si, 4.3285, 6.7129, 7.5147
Si, 9.735, 6.6235, 7.4716
Si, 1.285, 9.9489, 7.668
Si, 6.7232, 9.976, 7.3883
O, 9.5803, 1.232, 23.9933
O, 4.0961, 6.8061, 23.9606
O, 4.0115, 1.2375, 24.0353
O, 9.5328, 6.7, 23.9167
O, -0.0233, 5.5548, 8.0005
O, 5.5744, 0.1369, 7.8957
O, 0.0773, 0.0967, 8.1266
O, 5.5364, 5.6178, 7.8643
O, 7.5985, 3.9769, 8.425
O, 8.7348, 7.0616, 8.7429
O, 2.1849, 9.4632, 9.0183
O, 8.901, 1.6915, 8.9026
O, 7.6139, 9.4857, 8.7015
O, 3.6211, 1.8334, 8.5824
O, 3.5942, 7.2289, 8.9345
O, 2.0666, 4.0189, 8.8012
O, 8.1317, 3.4691, 23.3612
O, 0.4745, 4.9437, 23.0054
O, 1.8635, 2.6992, 23.2874
O, 5.8337, 4.9298, 23.1267
O, 5.5035, 9.9665, 23.5561
O, 2.4404, 8.6818, 23.047
O, 0.1832, 10.0721, 23.1068
O, 7.8134, 8.6173, 23.135
Si, 8.6654, 7.7076, 18.4586
Si, 8.7897, 6.3489, 13.64
Si, 3.797, 1.5404, 14.7295
Si, 2.1351, 5.7478, 17.6575
Si, 2.4176, 3.1475, 19.5419
Si, 9.8137, 9.0227, 12.0807
Si, 1.3281, 9.4206, 22.1209
Si, 9.1776, 0.9598, 13.2059
Si, 1.4279, 5.052, 13.0322
Si, 1.8005, 8.2543, 12.809
Si, 6.6522, 9.5645, 22.4959
Si, 4.5242, 4.6018, 15.7168
Si, 8.2141, 3.0276, 9.5634
Si, 0.8443, 8.259, 19.2896
Si, 6.9389, 1.3601, 21.1205
Si, 8.2272, 8.321, 9.6561
Si, 10.8958, 5.1962, 15.6224
Si, 7.5693, 9.4959, 16.3272
Si, 9.9263, 2.0674, 20.3297
Si, 3.2184, 8.5172, 9.8962
Si, 6.6941, 3.3597, 17.4272
Si, 1.1685, 0.2146, 19.8408
Si, 3.2425, 2.8162, 12.2856
Si, 7.2245, 5.4079, 19.7092
Si, 5.7526, 8.6673, 11.5385
Si, 5.7883, 6.071, 13.2051
Si, 4.6383, 9.7153, 17.6447
Si, 1.0177, 3.5989, 22.2339
Si, 4.8992, 1.4922, 18.8262
Si, 3.1985, 3.0909, 9.4999
Si, 6.4548, 10.813, 13.7951
Si, 10.3534, 0.1168, 15.9815
Si, 5.667, 3.6597, 11.1458
Si, 9.8399, 3.8918, 11.9051
Si, 2.349, 9.9212, 15.551
Si, 6.0912, 8.1441, 19.8357
Si, 6.9314, 3.9841, 22.398
Si, 9.752, 2.7735, 17.3865
O, 7.1991, 6.3715, 13.9825
O, 1.8855, 7.0683, 18.6924
O, 10.2974, 4.019, 16.5294
O, 6.1685, 9.962, 17.0607
O, 10.1552, 0.7075, 14.4779
O, 8.4542, 6.1275, 18.8774
O, 5.1733, 0.6836, 14.4307
O, 5.7158, 2.0691, 17.5441
O, 8.3407, 1.9328, 20.5639
O, 1.9988, 4.3094, 18.4493
O, 6.9704, 2.8097, 10.6299
O, 4.8781, 2.7067, 12.2119
O, 6.027, 4.3954, 16.353
O, 4.5624, 3.9304, 9.9406
O, 10.6789, 2.8048, 21.5719
O, 9.7289, 6.1488, 14.9753
O, 6.019, 6.5071, 19.8545
O, 4.0838, 0.185, 18.2845
O, 9.26, 10.5449, 12.2892
O, 2.8584, 4.3574, 12.704
O, 1.9154, 10.6986, 21.237
O, 3.9965, 2.7283, 19.4116
O, 0.7349, 10.0426, 15.9686
O, 1.2758, 9.8163, 18.8563
O, 1.7173, 1.6694, 19.3054
O, 8.9417, 10.3873, 16.4971
O, 4.8849, 8.6088, 18.8252
O, 9.5683, 8.7544, 10.4906
O, 6.7469, 4.1101, 18.8651
O, 2.8491, 1.7212, 13.3987
O, 5.8608, 8.7782, 21.3032
O, 2.5488, 2.4524, 10.8642
O, 7.624, 4.8584, 21.1879
O, 5.2186, 7.478, 12.5572
O, 0.4318, 9.0616, 12.5023
O, 7.5862, 1.0519, 13.588
O, 7.1074, 9.6275, 14.7536
O, 8.9773, 5.02, 12.7062
O, 8.0955, 8.0375, 16.9248
O, 6.1952, 2.6036, 21.8853
O, 2.4592, 9.0634, 14.1135
O, 0.424, 4.4824, 11.8776
O, 0.8121, 8.3239, 20.9529
O, 9.3891, 3.8316, 10.3508
O, 9.6577, 2.3775, 12.5335
O, 7.6319, 8.5811, 19.4035
O, 2.5521, 8.1788, 11.3587
O, 3.9811, 3.0579, 15.3743
O, 0.8523, 4.4946, 14.4525
O, 10.0452, 2.9973, 18.9745
O, 9.1501, 7.7922, 12.9499
O, 10.5164, 0.5489, 20.1071
O, 6.0342, 5.0403, 11.9415
O, 8.1519, 2.7537, 17.0277
O, 3.5261, 5.4715, 16.7388
O, 4.6669, 9.1364, 10.391
O, 1.5398, 6.6739, 13.1744
O, 4.7599, 5.4944, 14.3519
O, 2.0546, 3.8448, 20.9744
O, 10.5442, 1.4046, 16.9663
O, 0.9417, 6.0615, 16.5817
O, 7.3033, 10.9769, 21.9891
O, 5.932, 0.9072, 19.9323
O, 6.0777, 10.0236, 12.4082
O, 2.8475, 0.5457, 15.5948
O, 7.0551, 8.0127, 10.77
O, 10.2512, 8.0264, 18.6972
O, 3.4532, 9.2046, 16.5892

Results
free energy: -137023.001 eV
free energy less fixed offsets of B -154.04, O -568.88, Si -635.61 eV per atom: 4.129 eV

Forces (eV/angstrom), in the order of the atoms: element, x, y, z
Si, 0.0117, -0.0041, -0.0801
Si, 0.0048, -0.0216, -0.0341
Si, -0.0271, -0.0022, -0.0432
Si, -0.0274, 0.0361, -0.0463
Si, 0.0332, 0.0118, -0.0442
Si, 0.0379, -0.0313, -0.048
Si, 0.0004, 0.0124, -0.0689
Si, 0.0145, 0.0417, -0.0499
Si, -0.0185, -0.0002, 0.0006
Si, -0.0083, -0.0022, -0.0004
Si, -0.0066, -0.005, 0.005
Si, -0.0056, 0.0158, -0.0029
Si, -0.004, -0.0338, -0.0265
Si, 0.0068, -0.0024, 0.0036
Si, -0.0021, -0.0073, -0.0007
Si, -0.0216, -0.0323, -0.0198
Si, 0.0754, 0.0812, -0.0465
Si, 0.0241, 0.0152, -0.0012
Si, 0.0054, -0.0333, -0.0084
Si, -0.005, -0.0037, 0.0285
Si, 0.007, 0.0275, -0.0007
Si, 0.0125, 0.0128, 0.035
Si, 0.2138, 0.2171, 0.2198
Si, -0.0279, -0.0035, -0.0086
Si, 0.014, 0.0168, -0.03
Si, -0.0101, -0.0108, -0.0209
Si, 0.0266, -0.0012, 0.0295
Si, 0.0002, -0.0051, -0.0081
Si, -0.0061, -0.0185, -0.0295
Si, -0.0219, -0.0313, -0.0205
B, -0.2868, -0.3249, -0.249
Si, 0.0108, -0.0024, 0.0329
Si, -0.0254, 0.099, 0.0789
Si, -0.0084, -0.0099, -0.0053
Si, -0.0087, 0.0117, -0.0071
Si, -0.0126, 0.0066, -0.0041
Si, -0.0098, 0.007, -0.0078
Si, -0.0018, -0.0019, -0.0007
Si, 0.0783, -0.0105, 0.0687
Si, -0.0021, 0.0131, 0.002
Si, 0.0002, -0.0021, 0.0029
Si, 0.01, -0.0039, 0.0019
Si, -0.0061, -0.0077, -0.0052
Si, 0.0046, 0.0035, -0.0007
Si, -0.0142, 0.0026, 0.0002
Si, 0.0012, -0.0003, -0.0013
Si, -0.0003, 0.0001, 0.0034
Si, -0.0003, -0.0227, -0.0053
Si, -0.0153, -0.0128, -0.0072
Si, 0.0005, 0.0045, 0.0058
Si, 0.0039, -0.0034, 0.0062
Si, -0.0048, 0.0074, -0.0036
Si, 0.0076, 0.0068, 0.0058
Si, -0.0007, 0.0003, 0.0019
Si, 0.0029, 0.0098, -0.0104
Si, -0.0065, 0.0062, 0.0017
Si, 0.002, 0.0017, -0.0038
Si, -0.0128, 0.0036, 0.0051
Si, 0.0127, -0.0089, -0.002
Si, 0.0201, -0.0128, 0.0052
Si, -0.0104, -0.0019, 0.0052
Si, -0.0128, -0.0051, -0.0042
Si, 0.019, -0.0013, 0.0122
Si, 0.0263, -0.0092, -0.0012
Si, 0.0039, 0.0033, 0.0204
Si, -0.0049, -0.008, 0.0144
Si, -0.0269, 0.0067, -0.0089
Si, 0.0146, 0.0078, -0.0452
Si, 0.0162, 0.007, 0.0267
Si, -0.0119, 0.0098, 0.0014
Si, -0.0099, 0.0013, -0.0124
Si, 0.0063, 0.0398, -0.0162
Si, -0.0079, -0.0049, -0.0084
Si, -0.0084, -0.0097, 0.009
Si, -0.0021, 0.0062, 0.0024
Si, 0.0048, -0.0005, 0.0017
Si, -0.0097, -0.0053, -0.0049
Si, -0.0084, -0.0067, 0.0059
Si, 0.0018, 0.0047, -0.0017
Si, -0.0013, -0.0042, -0.0086
Si, 0.0018, 0.0046, -0.0057
Si, 0.0068, -0.0067, 0.0009
Si, 0.0033, -0.0012, -0.0042
Si, -0.0016, -0.0033, 0.0014
Si, 0.0001, 0.0057, -0.0035
Si, -0.0001, -0.0053, 0.0032
Si, 0.004, 0.003, -0.0086
Si, -0.0019, 0.0012, -0.0004
Si, -0.017, 0.0137, 0.0464
Si, -0.0207, 0.0104, 0.0411
Si, 0.0145, -0.0136, 0.0373
Si, 0.0208, -0.007, 0.0541
Si, -0.0148, 0.0121, 0.0446
Si, -0.0215, 0.0051, 0.0486
Si, 0.017, -0.0106, 0.0435
Si, 0.02, -0.009, 0.039
O, 0.0202, -0.0197, 0.0259
O, -0.0266, 0.0155, 0.0155
O, 0.0035, 0.003, 0.0169
O, -0.0093, -0.0057, 0.011
O, -0.0012, -0.0004, -0.012
O, -0.0018, -0.0028, -0.0147
O, -0.0027, 0.0008, -0.0098
O, 0.0001, -0.0047, -0.0207
O, -0.0274, 0.022, -0.0501
O, 0.029, -0.0259, -0.044
O, -0.0345, 0.0225, -0.044
O, 0.0305, -0.0315, -0.0406
O, -0.027, 0.0259, -0.0485
O, 0.0212, -0.0356, -0.0511
O, 0.0216, -0.0338, -0.0552
O, -0.0339, 0.0229, -0.0404
O, 0.0292, -0.0294, 0.0566
O, -0.0292, 0.0337, 0.0571
O, 0.033, -0.0207, 0.0662
O, -0.0385, 0.037, 0.0592
O, -0.0242, 0.0211, 0.0494
O, 0.0403, -0.0363, 0.0721
O, -0.0461, 0.0445, 0.0841
O, 0.0239, -0.0357, 0.053
Si, -0.0007, 0.0017, -0.0005
Si, 0.0009, -0.0021, -0.0032
Si, 0.0026, -0.0032, 0.0018
Si, 0.0071, 0.004, -0.0062
Si, 0.0172, -0.0024, -0.0252
Si, 0.0033, 0.0043, 0.0194
Si, 0.0012, 0.0016, -0.1141
Si, -0.0015, -0.0014, -0.0014
Si, -0.0027, 0.0022, -0.0057
Si, -0.0103, -0.0003, 0.0184
Si, -0.0121, 0.0082, -0.0895
Si, -0.002, -0.008, 0.0005
Si, 0.0001, 0.0159, 0.0622
Si, -0.0032, -0.0181, -0.0383
Si, -0.0049, -0.0014, -0.0402
Si, 0.006, 0.0021, 0.0693
Si, -0.0018, -0.0009, 0.0004
Si, 0.0043, 0.0108, 0.0002
Si, -0.0032, -0.0029, -0.0337
Si, 0.0119, 0.0083, 0.0738
Si, 0.0018, -0.002, -0.009
Si, -0.008, 0.0071, -0.0206
Si, -0.0001, 0.0028, 0.018
Si, -0.0066, 0.0098, -0.0331
Si, 0.0001, 0.0053, 0.0252
Si, 0.0008, 0.0001, 0.0082
Si, 0.0009, 0.0026, -0.0089
Si, -0.0025, -0.0206, -0.1021
Si, -0.0093, 0.0008, -0.0113
Si, 0.0144, 0.0049, 0.0661
Si, 0.0027, 0.0074, 0.0056
Si, -0.0008, -0.0067, 0.0012
Si, -0.0013, 0.0092, 0.0233
Si, 0.0094, 0.0035, 0.0217
Si, -0.0017, 0.0073, 0.0039
Si, 0.0021, -0.0108, -0.0304
Si, 0.0073, -0.0114, -0.0834
Si, -0.0019, -0.0029, -0.0183
O, -0.004, 0.0002, 0.0004
O, -0.0075, 0.0165, 0.0032
O, -0.0033, -0.0046, 0.0021
O, -0.009, 0.0006, 0.002
O, -0.0032, 0.0026, -0.0029
O, -0.007, -0.0083, -0.0011
O, 0.0027, -0.0014, 0.0002
O, -0.0065, -0.0062, 0.0056
O, -0.0149, -0.0052, 0.0063
O, -0.0011, -0.0225, 0.0126
O, 0.0205, -0.0044, -0.014
O, 0.0069, 0.005, -0.007
O, 0.0036, -0.0028, 0.0037
O, -0.0195, -0.0026, -0.0191
O, 0.0263, 0.0222, 0.0342
O, -0.0042, 0.0022, -0.003
O, -0.0009, -0.0013, -0.0016
O, 0.0002, 0.0097, -0.0006
O, 0.0014, -0.0122, 0.0012
O, 0.0067, -0.0086, 0.004
O, 0.0025, -0.0232, 0.0379
O, -0.0093, 0.0035, -0.0046
O, 0.0003, -0.0015, 0.0003
O, -0.0002, 0.0063, 0.0093
O, -0.0041, -0.0055, -0.0018
O, -0.0011, -0.0007, -0.0025
O, 0.0114, -0.0105, 0.0126
O, -0.019, -0.0096, -0.0322
O, 0.0052, 0.0156, 0.0148
O, 0.0004, 0.007, -0.0051
O, 0.0118, 0.0274, 0.0565
O, 0.0015, 0.0064, -0.0342
O, -0.0076, -0.0265, 0.052
O, -0.0002, 0.0124, -0.0055
O, -0.0022, 0, 0.0031
O, 0.0025, 0.0006, 0.0032
O, -0.002, 0, 0.0005
O, 0.003, -0.0108, -0.0022
O, 0.0051, -0.0097, 0.0099
O, 0.0039, 0.0261, 0.021
O, -0.0002, -0.0071, -0.008
O, -0.0075, -0.0047, 0.0024
O, 0.0085, 0.0196, 0.0529
O, -0.0208, -0.0128, -0.0293
O, 0.001, 0.0128, -0.0021
O, -0.0135, 0.0025, 0.0017
O, 0.0204, 0.0039, -0.0422
O, 0.0012, 0.0022, 0
O, 0.0025, 0.0015, -0.0029
O, 0.0029, -0.01, 0.0284
O, 0.0026, 0.0111, -0.0028
O, -0.0003, 0.0038, 0.0006
O, -0.0005, -0.0175, -0.009
O, 0.0016, 0.0012, 0.0007
O, -0.0063, 0.0034, 0.0029
O, -0.0204, -0.0019, -0.0168
O, 0.0028, 0.0056, 0.0049
O, 0.0034, 0.0038, -0.0037
O, -0.0266, 0.0082, 0.0516
O, -0.0009, 0.009, 0.0021
O, 0.0056, 0.0012, 0.0012
O, -0.0004, -0.0286, 0.023
O, 0.0277, 0.0012, 0.0245
O, -0.0058, -0.0185, -0.0114
O, 0.001, -0.0014, -0.0014
O, 0.0233, 0, -0.0216
O, 0.0139, 0.0045, -0.0008
O, 0.0043, -0.0014, 0.0048

The program warned: the cutoff lies below the one the program advises for these potential files; the exchange-correlation potential is rough where the density is thin.
